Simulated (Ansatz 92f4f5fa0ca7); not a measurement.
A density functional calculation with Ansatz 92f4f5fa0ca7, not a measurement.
Periodic cell of 223 atoms, Si132O90P1, from a study of silicon, its oxide and their interface. The atomic structure is a simulated model.
Doubt: the cutoff is far below the 930 eV that the study's wrapper takes by default for these files, so forces and energies are approximate.
This geometry differs little from another in the collection (a relaxation step or a small displacement).

Settings
functional: PBE
potential files: Ansatz PAW
basis: plane waves
wave-function cutoff: 580 eV
density cutoff ratio: 5
exchange-correlation grid ratio: 1
k mesh: 1 x 1 x 1, Gamma-centred
self-consistency stop: 5e-08 eV per atom in the density residual
occupations: fixed
spin: none
net charge: +1 e, with a uniform compensating background and no finite-size correction

Cell vectors (angstrom)
a, 10.938, 0, 0
b, 0, 10.938, 0
c, 0, 0, 32.1988

Atoms and the computed forces on them: element, x, y, z (angstrom), force x, y, z (eV/angstrom)
Si, 10.5836, 0.2228, 24.8652, -0.0047, 0.0074, 0.0151
Si, 5.7348, 10.6808, 24.7388, 0.0093, -0.0084, 0.0165
Si, 2.4786, 2.9159, 24.6365, -0.006, 0.0094, 0.0182
Si, 8.4232, 2.4664, 24.8245, 0.0063, -0.0096, 0.0145
Si, 0.2731, 5.1691, 24.7534, 0.0123, -0.0059, 0.0176
Si, 5.1527, 5.7483, 24.688, -0.0104, 0.0085, 0.0186
Si, 2.9307, 8.0096, 24.5956, 0.0083, -0.0102, 0.0199
Si, 7.9396, 8.4372, 24.729, -0.0075, 0.0073, 0.0166
Si, 1.3287, 1.382, 26.0329, 0.0017, -0.0024, -0.0074
Si, 6.8449, 1.3083, 26.1214, -0.0039, 0.0038, -0.0072
Si, 4.0435, 4.104, 25.988, -0.0003, 0.0006, -0.0033
Si, 9.6081, 4.0597, 26.0858, -0.0021, 0.0028, -0.0059
Si, 1.3966, 6.8276, 26.0022, -0.0011, -0.0022, -0.0029
Si, 6.7681, 6.8526, 26.0232, 0.0008, 0.0018, -0.0056
Si, 4.1017, 9.5344, 25.9982, 0.0013, 0.0022, -0.0046
Si, 9.4612, 9.5692, 26.1512, 0.0026, -0.0026, -0.007
Si, 2.727, -0.0068, 27.3426, 0.0012, -0.0011, 0.0046
Si, 8.1579, -0.0213, 27.5608, -0.001, 0.0004, 0.0006
Si, 0.0108, 2.7144, 27.486, -0.0005, 0.0002, 0.0031
Si, 5.4394, 2.7435, 27.3644, 0.0022, -0.0005, 0.0036
Si, 2.7283, 5.4645, 27.4293, -0.0004, 0.0027, 0.0001
Si, 8.1853, 5.4725, 27.3526, -0.0009, -0.0004, 0.0045
Si, -0.0089, 8.1813, 27.374, 0.0044, 0.0002, 0.0032
Si, 5.4409, 8.1984, 27.4474, -0.0009, -0.003, 0.0018
Si, 4.08, 1.364, 28.7439, -0.001, -0.0007, -0.0057
Si, 9.5791, 1.3524, 28.846, 0.0037, -0.0002, 0.008
Si, 1.3685, 4.1036, 28.8137, -0.0005, 0.0024, 0.0008
Si, 6.8295, 4.1021, 28.7394, -0.0011, 0.0007, -0.0035
Si, 4.0994, 6.8158, 28.8051, 0.001, -0.0008, -0.0018
Si, 9.5541, 6.8233, 28.7531, -0.0005, -0.0021, -0.0042
Si, 1.366, 9.5653, 28.7345, 0.0011, 0.0004, -0.0027
Si, 6.7859, 9.5422, 28.8625, -0.0094, 0.0009, 0.0086
Si, 0.0235, -0.0261, 30.1648, -0.0055, 0.0033, -0.0016
Si, 5.4266, 0.0108, 30.1646, 0.0071, -0.007, -0.0016
Si, 2.7396, 2.724, 30.1566, -0.0016, 0.0033, 0.0001
Si, 8.1929, 2.7478, 30.1419, 0.003, -0.0032, -0.0006
Si, -0.0194, 5.4652, 30.1437, 0.0045, -0.0034, 0.0001
Si, 5.4844, 5.454, 30.1542, -0.0007, 0.0055, -0.0012
Si, 2.7234, 8.2086, 30.1279, 0.0016, -0.004, -0.0003
Si, 8.2048, 8.1778, 30.1702, -0.0036, 0.0014, -0.0007
Si, 1.3809, 1.3514, 31.5361, 0.0006, -0.0017, -0.0019
Si, 6.8276, 1.3775, 31.499, -0.0013, 0.0013, -0.0009
Si, 4.1179, 4.0872, 31.5217, -0.0001, -0.0041, 0.0002
Si, 9.5675, 4.0946, 31.5215, -0.0054, 0.0035, -0.0009
Si, 1.3587, 6.8413, 31.4853, 0.0003, 0.0026, 0.0003
Si, 6.846, 6.8126, 31.5457, 0.0014, -0.0034, -0.0017
Si, 4.0775, 9.5656, 31.5255, 0.0003, 0.0024, -0.0018
Si, 9.5814, 9.5546, 31.5274, 0.0061, 0.0012, 0
Si, 2.7432, -0.0096, 0.7213, -0.0018, -0.0005, 0.0012
Si, 8.2001, 0.0133, 0.6637, -0.0042, -0.0027, 0.0021
Si, 0.0006, 2.7255, 0.6947, 0.0053, 0.0007, 0.0007
Si, 5.4866, 2.7249, 0.6994, 0.0053, 0.0015, 0.0016
Si, 2.7399, 5.4897, 0.6528, -0.004, 0.0049, 0.0009
Si, 8.2201, 5.4451, 0.7153, 0.0029, 0.0001, 0.0016
Si, 0.0179, 8.1833, 0.6883, -0.0029, -0.0063, 0.0027
Si, 5.466, 8.2066, 0.6923, 0.0026, -0.0008, 0.0027
Si, 4.1367, 1.3562, 2.0728, -0.0069, 0.0036, 0.0026
Si, 9.562, 1.3529, 2.0636, -0.0065, 0.0023, 0.0014
Si, 1.3864, 4.126, 2.0196, 0.0084, -0.0065, 0.0088
Si, 6.8597, 4.0727, 2.0801, -0.0033, -0.0023, -0.0011
Si, 4.1038, 6.8285, 2.0621, -0.0047, 0.0009, -0.0023
Si, 9.5929, 6.8273, 2.0609, 0.0037, -0.0007, 0.0036
Si, 1.3854, 9.5322, 2.0663, -0.0077, 0.011, 0.0007
Si, 6.8309, 9.604, 2.0415, 0.0029, 0.0043, 0.0043
Si, -0.0009, -0.0441, 3.3894, 0.0212, -0.0068, 0.0112
Si, 5.499, 0.0082, 3.4854, 0.0181, -0.0011, 0.0083
Si, 2.7814, 2.7846, 3.3641, -0.0012, 0.0066, 0.009
Si, 8.1975, 2.6954, 3.4801, -0.0115, 0.0011, 0.0066
Si, 0.035, 5.4684, 3.4312, -0.0094, 0.011, -0.0003
Si, 5.488, 5.4554, 3.4109, 0.0052, -0.0091, -0.0006
Si, 2.772, 8.2058, 3.471, 0.0063, -0.01, 0.0039
Si, 8.2093, 8.2282, 3.3657, 0.0144, 0.0155, -0.0051
Si, 1.3948, 1.3849, 4.6241, 0.0029, 0.004, -0.0032
Si, 6.8504, 1.3426, 4.931, 0.0074, -0.0043, -0.0104
Si, 4.173, 4.0765, 4.8074, -0.0076, -0.0067, -0.0131
Si, 9.6046, 4.087, 4.7819, -0.0034, -0.0055, -0.006
Si, 1.4254, 6.7997, 4.8304, 0.0067, -0.0069, -0.006
Si, 6.8222, 6.9087, 4.7215, -0.0034, -0.0063, -0.0052
Si, 4.1459, 9.5749, 4.8653, -0.0026, 0.0019, 0.0017
Si, 9.5425, 9.5499, 4.7899, -0.0248, 0.0055, -0.0115
Si, 2.7504, 0.117, 6.0606, -0.0245, -0.0082, -0.0061
Si, 8.219, -0.0664, 6.2862, 0.0092, -0.0158, 0.0111
Si, 0.0355, 2.6504, 6.0506, 0.0009, -0.0111, 0.0209
Si, 5.4911, 2.732, 6.3098, 0.0138, -0.0012, -0.0187
Si, 2.8399, 5.4622, 6.1843, -0.0143, 0.0042, -0.0019
Si, 8.1607, 5.4921, 6.04, 0.0607, 0.0007, 0.0147
Si, 0.033, 8.2012, 6.1412, 0.0193, 0.0023, -0.0168
Si, 5.5305, 8.2035, 6.2561, 0.0105, 0.0089, 0.0241
Si, 3.8437, 1.5751, 7.6172, -0.0345, 0.0107, -0.0174
Si, 9.8421, 1.1371, 7.4841, 0.0337, -0.004, -0.0739
Si, 1.6454, 3.7858, 7.2907, -0.001, -0.0188, -0.075
Si, 6.6569, 4.4192, 7.5301, 0.0552, -0.0166, -0.0283
Si, 4.4045, 6.6155, 7.5733, -0.0363, 0.0266, -0.0107
P, 9.3838, 6.9639, 7.3283, -0.0188, -0.1107, -0.0393
Si, 1.1545, 9.9361, 7.3277, 0.0007, 0.0328, -0.0568
Si, 7.1801, 9.2092, 7.6667, -0.0305, 0.0714, -0.1351
O, 8.3944, 8.0469, 7.9, -0.0567, 0.0389, 0.0126
O, 2.7203, 2.737, 7.9678, 0.0106, -0.0095, 0.0394
O, 9.5192, 1.3504, 24.2735, 0.001, 0.0004, 0.0012
O, 4.0469, 6.8641, 24.1332, 0.0027, -0.0001, -0.0037
O, 0.0286, 0.0165, 7.9889, -0.0197, 0.0144, 0.0341
O, 5.5285, 5.5028, 8.0738, 0.0132, 0.0287, 0.0194
O, 6.8477, 9.571, 24.2026, 0.0004, -0.0004, -0.0007
O, 1.3691, 4.0621, 24.1726, -0.0004, -0.0028, -0.001
O, 3.8322, 7.355, 8.9535, 0.0107, -0.0062, 0.0084
O, 0.7901, 4.4025, 8.5396, -0.0131, 0.0058, 0.035
O, 9.8046, 6.1923, 8.6664, 0.0536, -0.0558, 0.0513
O, 2.1525, 9.4004, 8.5032, 0.0383, -0.031, 0.0492
O, 7.5506, 3.9455, 8.8267, -0.0023, -0.0153, 0.0205
O, 4.2747, 0.9142, 9.0704, 0.0102, -0.0012, 0.0221
O, 6.81, 9.4925, 9.228, -0.0262, 0.0047, 0.1378
O, 9.2129, 1.8591, 8.8177, -0.0242, 0.0189, 0.0397
O, 7.7063, 3.1538, 23.5237, -0.014, 0.0121, -0.0147
O, 10.4944, 5.8461, 23.4498, -0.0129, 0.0159, -0.0158
O, 5.0855, 0.4361, 23.4055, -0.0127, 0.0167, -0.0173
O, 5.8598, 5.0915, 23.3608, 0.0144, -0.0176, -0.0147
O, 3.1024, 2.2072, 23.2767, 0.0156, -0.0126, -0.0159
O, 2.2947, 8.7224, 23.2323, -0.0158, 0.0125, -0.0143
O, 8.6225, 7.7578, 23.3953, 0.0159, -0.013, -0.0155
O, 0.2254, 10.3253, 23.5986, 0.012, -0.0179, -0.0212
Si, 4.3879, 1.571, 22.467, 0.0006, 0.0017, 0.0184
Si, 3.4768, 7.9299, 14.0411, -0.0037, 0.0028, -0.0004
Si, 7.1034, 0.962, 14.6675, -0.0039, 0.0051, 0.0026
Si, 0.9419, 9.3555, 22.5225, 0.0017, -0.0044, 0.0177
Si, 1.1462, 4.312, 11.8436, -0.0098, 0.0197, -0.0002
Si, 6.2514, 8.9658, 15.3283, -0.0014, -0.0034, 0.0075
Si, 0.681, 1.372, 12.2803, 0.0008, -0.0026, 0.0106
Si, 8.6256, 4.9522, 20.5103, -0.0075, 0.0085, 0.0061
Si, 0.3371, 5.7312, 9.3114, -0.0396, 0.0227, -0.0283
Si, 5.0938, 3.1267, 17.942, -0.0008, -0.0028, -0.0026
Si, 0.8878, 3.7564, 16.7449, -0.0075, -0.0009, 0.0022
Si, 10.398, 2.8457, 19.2262, 0, 0.0033, -0.0003
Si, 5.2797, 1.1879, 10.3565, 0.0038, -0.0142, -0.02
Si, 0.8843, 0.1791, 19.8516, 0.0085, -0.0097, 0.0063
Si, 6.6576, 9.4412, 10.8778, -0.0018, 0.0097, -0.0419
Si, 9.3354, 9.6799, 18.3354, 0.0025, 0.0041, -0.0026
Si, 9.3835, 9.238, 12.5928, -0.0049, -0.0008, -0.0023
Si, 6.5703, 3.8458, 22.585, -0.0021, 0.0014, 0.013
Si, 2.4318, 8.077, 9.3906, -0.0227, -0.0095, -0.0457
Si, 10.5871, 7.3712, 17.0819, 0.001, -0.0009, 0.0006
Si, 2.5105, 6.2956, 16.5874, -0.0008, 0.0009, -0.0028
Si, 10.1638, 4.4984, 14.1846, 0.0062, -0.0044, 0.0013
Si, 6.1353, 9.185, 18.5237, -0.0038, 0.0043, -0.0094
Si, 7.9771, 2.5753, 9.6097, 0.0034, 0.0059, -0.0367
Si, 8.8856, 2.1297, 12.4761, -0.0037, 0.0066, -0.0021
Si, 5.3374, 6.2478, 18.0669, 0, -0.0012, -0.0054
Si, 3.9195, 0.5578, 19.467, -0.0045, 0.0036, 0.0132
Si, 4.242, 3.8423, 12.0477, -0.0029, -0.0039, 0.0045
Si, 5.5212, 6.5981, 12.1456, 0.0032, 0.0102, 0.0079
Si, 8.0092, 2.5064, 17.2234, 0.0012, -0.0024, 0.0011
Si, 4.3457, 2.4881, 14.963, 0.0061, -0.0015, 0.0012
Si, 1.5399, 1.221, 15.2461, -0.0051, 0.0034, -0.0002
Si, 1.5578, 9.4164, 12.0581, 0.01, -0.0093, -0.0039
Si, 8.0312, 6.8493, 13.8717, -0.0007, -0.0016, 0.0086
Si, 10.3728, 9.8417, 15.4978, -0.0001, 0.0051, -0.0004
Si, 9.8085, 7.0144, 22.5501, -0.0011, 0.0009, 0.0131
Si, 8.1099, 5.4853, 17.4091, 0.0031, -0.0023, 0.0099
O, 6.0355, 7.9509, 11.2842, -0.0075, -0.0194, 0.0019
O, 6.0117, 9.2034, 16.9044, 0.0001, 0.0014, 0.0038
O, 7.6846, 1.338, 13.193, -0.0117, -0.0081, 0.0074
O, 0.933, 1.7687, 13.837, 0.0064, -0.0035, 0.0088
O, 9.4212, 6.2655, 16.8732, 0.0006, 0.0023, -0.0022
O, 6.7395, 6.2024, 13.1382, 0.0113, -0.0019, -0.0034
O, 5.1187, 4.6642, 18.6061, 0, 0.0027, 0.0041
O, 9.2248, 2.1508, 18.275, -0.0047, -0.0004, -0.0005
O, 2.3638, 0.0953, 19.0824, 0.0009, 0.0001, -0.0011
O, 9.4086, 10.24, 16.7749, -0.002, -0.0015, 0.0003
O, 2.7555, 4.4378, 11.6672, 0.0102, -0.0059, -0.0089
O, 5.0628, 10.3235, 19.1094, 0.004, -0.0053, 0.0015
O, 9.4286, 3.219, 13.5236, 0.0049, 0.0073, -0.0018
O, 0.4584, 1.7688, 19.9537, -0.0024, 0.0013, 0.0057
O, 3.1578, 1.352, 15.0739, 0.0017, 0.0009, -0.0066
O, 8.1663, 5.38, 19.0225, -0.0033, 0.0022, -0.0109
O, 3.8969, 6.6139, 17.3836, 0.0029, -0.0001, 0.0027
O, 4.5758, 3.2827, 16.3804, 0.0016, 0.0024, 0.0001
O, 9.0329, 5.6549, 14.3075, -0.0022, 0.001, -0.0081
O, 5.4505, 2.7589, 22.1404, -0.0009, -0.0017, 0.0033
O, 10.7025, 4.189, 15.6679, 0.0062, -0.0016, 0.0046
O, 0.3299, 3.8686, 18.2729, 0.0019, 0.0017, 0.0008
O, 10.4232, 10.5149, 19.228, -0.0065, -0.0026, -0.0002
O, 9.6212, 10.0208, 14.0407, 0.0042, 0.0033, 0.007
O, 10.9089, 8.1203, 22.0902, 0.0018, 0.0025, 0.0047
O, 1.1776, 2.1727, 16.5088, 0, 0.0026, -0.0009
O, 9.7302, 3.75, 20.4142, 0.0057, -0.0079, 0.0021
O, 8.1507, 4.032, 16.6815, -0.0014, 0.0013, -0.0045
O, -0.0508, 9.0995, 11.9206, -0.0072, 0.0036, -0.0063
O, 6.5808, 2.4295, 18.0091, -0.0014, 0.0013, 0.0018
O, 5.5935, 10.7044, 11.1609, -0.0038, -0.0025, 0.0042
O, 7.7457, 9.594, 18.8478, 0.0007, -0.0008, 0.0056
O, 10.0326, 1.0144, 12.0675, -0.0003, 0.0023, -0.0079
O, 1.2566, 7.0172, 9.0107, 0.0165, 0.0067, 0.0088
O, 0.5781, 4.7924, 13.2933, -0.0122, -0.0015, 0.0051
O, 5.7079, 7.6212, 18.9852, -0.0011, -0.0027, 0.0082
O, 5.2092, 5.0845, 11.52, -0.0003, 0.0053, -0.0114
O, 2.6968, 6.9826, 15.1165, -0.0024, -0.0055, 0.0042
O, 0.8762, 2.7483, 11.4274, -0.0011, -0.0078, -0.0062
O, 0.8465, 10.7003, 15.5235, -0.0016, -0.0028, -0.0033
O, 2.3746, 8.5648, 10.9219, -0.007, 0.0171, 0.0343
O, 4.6803, 2.4288, 11.271, -0.0075, 0.0205, 0.0042
O, 4.1917, 3.5178, 13.6716, 0.0024, -0.0119, 0.0116
O, 2.2143, 4.6836, 16.5033, 0.0017, 0.0008, -0.003
O, 10.7073, 8.2576, 15.7035, -0.0004, -0.0032, -0.0026
O, 6.8961, 10.2981, 14.6749, -0.0018, -0.0008, -0.0083
O, 2.3383, 8.9646, 13.43, 0.0081, -0.0052, 0.0029
O, 8.0132, 1.5228, 15.911, 0.0002, 0.004, 0.0014
O, 4.1062, 7.0025, 12.8517, -0.0087, 0.0054, -0.003
O, 4.1718, 2.0097, 18.7188, 0.0029, 0.0051, -0.0024
O, 7.2905, 4.4188, 21.2614, 0.0137, 0.0068, -0.0106
O, 8.4173, 2.9249, 11.1274, 0.0089, -0.003, 0.0256
O, 1.1754, 6.8631, 17.3631, -0.0021, 0.0008, 0.002
O, 5.6514, 1.614, 14.7061, 0.001, 0.005, -0.0094
O, 8.1296, 9.7501, 11.5991, 0.0182, -0.002, 0.0041
O, 9.2048, 6.2862, 21.2372, -0.0071, -0.0132, -0.0095
O, 8.9464, 7.7045, 12.854, -0.0041, -0.0049, -0.0051
O, 1.6482, 0.1183, 11.8534, -0.0047, 0.0018, -0.0069
O, 6.6423, 6.1426, 17.0613, -0.0031, -0.0001, -0.0021
O, 7.385, 7.8078, 15.0366, -0.0042, 0.0057, -0.0022
O, 1.2121, 10.3045, 21.2353, -0.0006, 0.0162, -0.0187
O, 10.0286, 8.2019, 18.36, -0.0003, -0.0008, 0.0018
O, 3.9482, 0.8544, 21.0809, -0.0052, -0.0107, -0.0211
O, 0.3008, 5.341, 10.8655, 0.0136, -0.0143, 0.0194
O, 6.69, 1.5944, 9.6339, -0.007, 0.0059, 0.0031
O, 4.7662, 8.6996, 14.6879, 0.0049, 0.0017, -0.0042

Results
free energy: -135859.642 eV
free energy less fixed offsets of O -568.88, P -755.39, Si -635.61 eV per atom: -4.532 eV

The program warned: the cutoff lies below the one the program advises for these potential files; the exchange-correlation potential is rough where the density is thin.
